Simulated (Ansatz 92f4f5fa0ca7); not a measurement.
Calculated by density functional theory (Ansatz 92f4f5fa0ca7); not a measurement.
Periodic cell of 223 atoms, Si132O90As1, from a study of silicon, its oxide and their interface. The atomic structure is a simulated model.
Doubt: the cutoff is far below the 930 eV that the study's wrapper takes by default for these files, so forces and energies are approximate.

Settings
functional: PBE
potential files: Ansatz PAW
basis: plane waves
wave-function cutoff: 580 eV
density cutoff ratio: 5
exchange-correlation grid ratio: 1
k mesh: 1 x 1 x 1, Gamma-centred
self-consistency stop: 5e-08 eV per atom in the density residual
occupations: fixed
spin: none
net charge: +1 e, with a uniform compensating background and no finite-size correction

Cell vectors (angstrom)
a 10.938 0 0
b 0 10.938 0
c 0 0 32.1988

Atoms: element, x, y, z (angstrom)
Si 10.58 0.2314 24.8515
Si 5.7315 10.6821 24.7357
Si 2.4701 2.9227 24.6323
Si 8.4214 2.4646 24.8137
Si 0.2662 5.1711 24.7464
Si 5.1484 5.7523 24.6808
Si 2.9282 8.0107 24.5853
Si 7.9304 8.443 24.7218
Si 1.3205 1.3875 26.0261
Si 6.8398 1.3138 26.1081
Si 4.038 4.109 25.9774
Si 9.5992 4.0618 26.0735
Si 1.3896 6.8315 25.9879
Si 6.7621 6.8571 26.0142
Si 4.094 9.5388 25.9874
Si 9.4589 9.5749 26.1331
Si 2.7207 -0.0018 27.3346
Si 8.1532 -0.0168 27.5469
Si 0.0045 2.7229 27.4775
Si 5.4337 2.7483 27.3546
Si 2.7228 5.4718 27.4188
Si 8.1778 5.4761 27.3428
Si -0.0135 8.1881 27.3626
Si 5.4339 8.2046 27.4357
Si 4.0716 1.3695 28.7259
Si 9.5754 1.3577 28.8473
Si 1.3634 4.1167 28.8122
Si 6.8199 4.1084 28.7221
Si 4.0936 6.822 28.7986
Si 9.5478 6.8257 28.7318
Si 1.3619 9.5699 28.7184
Si 6.7703 9.5466 28.8619
Si 0.0155 -0.0255 30.155
Si 5.4164 0.0168 30.1535
Si 2.7345 2.7288 30.1451
Si 8.1808 2.7524 30.1297
Si -0.0305 5.4743 30.1332
Si 5.4756 5.4573 30.1422
Si 2.7137 8.2127 30.1175
Si 8.1981 8.1792 30.1513
Si 1.3725 1.3558 31.5236
Si 6.8161 1.3819 31.4892
Si 4.1098 4.0918 31.5129
Si 9.5523 4.1039 31.5065
Si 1.3458 6.8504 31.4755
Si 6.8409 6.8142 31.5296
Si 4.0663 9.5721 31.5139
Si 9.5728 9.5512 31.5139
Si 2.7288 -0.0087 0.7152
Si 8.1864 0.0073 0.6452
Si -0.0138 2.7329 0.6754
Si 5.4807 2.7324 0.6929
Si 2.7241 5.496 0.637
Si 8.2109 5.4519 0.7104
Si 0.0036 8.1829 0.6848
Si 5.4566 8.2052 0.6749
Si 4.1248 1.363 2.0619
Si 9.5481 1.3502 2.0353
Si 1.3624 4.1429 1.9999
Si 6.8473 4.0834 2.0806
Si 4.0936 6.8256 2.0422
Si 9.58 6.8312 2.0659
Si 1.3672 9.5325 2.0652
Si 6.8276 9.5924 2.0252
Si -0.0374 -0.0509 3.3717
Si 5.4926 0.0007 3.4566
Si 2.766 2.8082 3.3154
Si 8.1999 2.6908 3.4616
Si 0.0237 5.4697 3.4387
Si 5.4687 5.4649 3.4096
Si 2.7585 8.1832 3.4584
Si 8.1934 8.2309 3.3665
Si 1.3729 1.4148 4.5776
Si 6.8538 1.325 4.8803
Si 4.1149 4.0794 4.7869
Si 9.6003 4.071 4.7838
Si 1.405 6.8025 4.8341
Si 6.8221 6.8881 4.7353
Si 4.1335 9.5654 4.8264
Si 9.5383 9.5443 4.7915
Si 2.6599 0.0719 5.9743
Si 8.1893 -0.0623 6.2639
Si 0.0667 2.643 6.0717
Si 5.505 2.7451 6.2009
Si 2.8101 5.4403 6.2078
Si 8.183 5.4745 6.0542
Si -0.001 8.1767 6.1525
Si 5.5115 8.2314 6.2391
As 3.8852 1.4671 7.6489
Si 9.8288 1.1191 7.448
Si 1.664 3.7467 7.3887
Si 6.6471 4.4056 7.4698
Si 4.4011 6.6246 7.5338
Si 9.3468 6.967 7.4319
Si 1.1157 9.9043 7.2928
Si 7.1226 9.256 7.6841
O 8.2735 8.11 7.8808
O 2.7309 2.7689 8.222
O 9.515 1.3524 24.245
O 4.0454 6.8675 24.1164
O -0.0041 -0.0091 7.9761
O 5.5237 5.5019 8.0138
O 6.8398 9.5736 24.1825
O 1.3617 4.0664 24.1553
O 3.8674 7.3819 8.9222
O 0.681 4.4161 8.5155
O 9.7797 6.2581 8.8659
O 2.1265 9.3817 8.475
O 7.4783 3.9083 8.8036
O 4.1962 0.7471 9.3137
O 6.7194 9.5723 9.2517
O 9.1646 1.8364 8.778
O 7.7003 3.1551 23.512
O 10.4893 5.8479 23.4364
O 5.0833 0.445 23.402
O 5.8536 5.0946 23.3477
O 3.0967 2.2145 23.2679
O 2.2966 8.7184 23.2116
O 8.6135 7.7593 23.3856
O 0.2432 10.3392 23.5872
Si 4.3829 1.576 22.4662
Si 3.5029 7.9338 14.0305
Si 7.1223 0.9659 14.6628
Si 0.9433 9.3576 22.5144
Si 1.1985 4.311 11.8788
Si 6.2775 8.9701 15.3212
Si 0.6969 1.37 12.2845
Si 8.6235 4.9564 20.5063
Si 0.3018 5.7396 9.3567
Si 5.109 3.1282 17.9592
Si 0.8887 3.7458 16.741
Si 10.406 2.8533 19.2254
Si 5.2941 1.1469 10.4728
Si 0.8867 0.1819 19.8417
Si 6.6839 9.447 10.8933
Si 9.3409 9.6826 18.3193
Si 9.4268 9.2295 12.5718
Si 6.5646 3.8483 22.5777
Si 2.4501 8.0704 9.364
Si 10.5942 7.3696 17.0779
Si 2.5143 6.2958 16.5749
Si 10.1841 4.4894 14.183
Si 6.141 9.1916 18.5151
Si 7.9362 2.5531 9.5766
Si 8.8924 2.1389 12.443
Si 5.3418 6.2504 18.0664
Si 3.9225 0.56 19.4706
Si 4.2911 3.8492 12.0908
Si 5.5619 6.5998 12.1534
Si 8.0146 2.5094 17.2212
Si 4.3648 2.491 14.9828
Si 1.5505 1.2132 15.2549
Si 1.6 9.4182 12.0315
Si 8.0665 6.8537 13.8807
Si 10.3908 9.8375 15.4852
Si 9.8024 7.0192 22.5455
Si 8.1099 5.4885 17.4048
O 6.0798 7.944 11.2996
O 6.0235 9.2139 16.898
O 7.7014 1.357 13.1965
O 0.9159 1.7438 13.8569
O 9.4332 6.2563 16.882
O 6.7693 6.2052 13.1642
O 5.1382 4.6689 18.6187
O 9.235 2.1633 18.2706
O 2.368 0.103 19.0738
O 9.4136 10.2339 16.7583
O 2.807 4.4383 11.7246
O 5.067 10.3273 19.1067
O 9.4351 3.2458 13.4756
O 0.459 1.7709 19.9564
O 3.1666 1.363 15.0731
O 8.1635 5.3808 19.018
O 3.8957 6.599 17.3894
O 4.5824 3.281 16.406
O 9.069 5.6612 14.3238
O 5.4449 2.7621 22.1251
O 10.6765 4.1389 15.6796
O 0.3476 3.8714 18.277
O 10.4274 10.5233 19.2089
O 9.6608 10.0232 14.0233
O 10.8995 8.1291 22.0848
O 1.1984 2.1628 16.5259
O 9.7335 3.7573 20.4113
O 8.1315 4.0362 16.6782
O -0.0083 9.0897 11.9099
O 6.5931 2.424 18.0221
O 5.6743 10.7053 11.3249
O 7.7527 9.5987 18.8417
O 10.0475 1.0267 12.0506
O 1.3226 6.956 9.0505
O 0.6293 4.7696 13.3435
O 5.708 7.6293 18.9803
O 5.2561 5.083 11.5428
O 2.7165 6.9962 15.1162
O 0.927 2.7491 11.4575
O 0.87 10.687 15.5488
O 2.4256 8.5875 10.8976
O 4.7364 2.4262 11.3652
O 4.2412 3.5503 13.7242
O 2.2027 4.6869 16.4781
O 10.7125 8.2503 15.6986
O 6.9276 10.3002 14.6702
O 2.3694 8.9654 13.4162
O 8.029 1.5258 15.9131
O 4.1405 6.9982 12.8575
O 4.1833 2.0179 18.7398
O 7.2883 4.4209 21.2532
O 8.4036 2.9064 11.0925
O 1.1836 6.865 17.3606
O 5.6631 1.5998 14.7403
O 8.1865 9.7316 11.573
O 9.2007 6.2931 21.2276
O 8.986 7.7032 12.8674
O 1.6687 0.1231 11.862
O 6.645 6.1543 17.059
O 7.4191 7.8162 15.0484
O 1.2113 10.2981 21.2179
O 10.0335 8.2042 18.354
O 3.9415 0.8467 21.0841
O 0.3712 5.3326 10.914
O 6.6501 1.567 9.6546
O 4.7916 8.7018 14.6872

Results
free energy: -139958.451 eV
free energy less fixed offsets of As -4856.12, O -568.88, Si -635.61 eV per atom: -2.611 eV

Forces (eV/angstrom), in the order of the atoms: element, x, y, z
Si 0.0505 -0.0526 -0.1815
Si -0.0307 0.045 -0.2319
Si 0.0334 -0.041 -0.2256
Si -0.0447 0.0492 -0.232
Si -0.0249 0.0299 -0.2329
Si 0.0336 -0.0157 -0.2211
Si -0.0316 0.0276 -0.214
Si 0.0534 -0.0431 -0.2158
Si -0.0054 0.0208 0.0161
Si 0.0063 -0.018 0.0714
Si -0.015 -0.0072 0.0571
Si 0.0113 -0.0028 0.0373
Si 0.0115 0.009 0.0535
Si -0.0051 0.0137 0.0236
Si 0.0043 -0.0092 0.0271
Si -0.0276 0.0007 0.0576
Si -0.0035 -0.0022 -0.0766
Si -0.0108 -0.0152 0.0994
Si 0.0129 0.0016 0.0771
Si 0.0117 0.0013 -0.0762
Si 0.0015 0.0135 0.0157
Si 0.0051 -0.0089 -0.0759
Si 0.0054 -0.0106 -0.0711
Si -0.015 -0.0166 0.0426
Si 0.0048 -0.0049 0.0813
Si -0.0394 -0.0054 -0.1308
Si -0.0188 -0.0629 -0.0856
Si 0.0011 -0.0252 0.0845
Si -0.0139 0.0057 -0.0508
Si -0.0063 0.0271 0.0658
Si -0.0387 -0.0052 0.0776
Si 0.1092 0.0255 -0.1473
Si 0.0331 -0.0178 0.0065
Si -0.0056 0.0293 0.0239
Si -0.0172 0.011 0.009
Si -0.0004 0.0071 0.0029
Si 0.0068 0.028 0.0046
Si 0.0132 -0.0015 0.0027
Si 0.0052 0.0138 -0.0103
Si 0.0065 -0.006 0.0185
Si -0.0114 -0.0249 0.0216
Si -0.0102 0.0314 -0.0092
Si 0.0204 -0.008 0.0034
Si -0.0264 -0.0308 0.0388
Si -0.0293 0.0087 -0.0077
Si -0.0119 -0.0105 0.0257
Si -0.0312 -0.0374 0.0421
Si 0.0114 -0.0166 -0.0008
Si -0.0183 -0.0006 0.0098
Si 0.0255 -0.0218 -0.0233
Si 0.0155 0.0203 -0.018
Si -0.0008 -0.0113 0.0019
Si 0.01 0.0027 -0.0385
Si 0.0128 0.0462 0.0036
Si -0.008 0.0032 0.0003
Si 0.0605 0.0077 -0.0236
Si 0.0615 -0.0335 -0.1058
Si -0.0288 0.0367 -0.0039
Si -0.1034 0.0377 -0.0331
Si 0.0023 -0.0645 0.0089
Si -0.0164 -0.0081 0.0187
Si -0.0025 -0.0232 -0.022
Si 0.0732 -0.0297 -0.0445
Si -0.0437 -0.0184 -0.0145
Si 0.1142 -0.0468 0.0892
Si -0.1107 0.0449 -0.0591
Si 0.0036 -0.1816 0.1061
Si 0.0625 0.2273 -0.0831
Si -0.0363 -0.02 -0.0598
Si 0.2146 0.0434 0.0055
Si -0.1865 0.0363 -0.0619
Si 0.0404 -0.0797 0.0696
Si -0.1388 0.2243 -0.0771
Si -0.0014 -0.2366 0.0575
Si -0.1387 0.0416 0.0125
Si 0.0068 -0.0477 0.0904
Si 0.0532 0.0238 0.0868
Si -0.0232 0.012 0.0235
Si 0.2516 -0.0179 0.0831
Si -0.0317 -0.0303 0.0007
Si 0.0321 -0.1263 0.0785
Si 0.0564 -0.0409 0.0169
Si -0.0262 0.0455 -0.0121
Si 0.177 0.2583 0.2108
Si -0.072 0.0098 0.0615
Si -0.0093 -0.0156 -0.136
Si -0.0423 -0.0624 -0.0423
Si 0.0371 -0.0685 -0.0168
As -0.3704 0.3959 0.7144
Si -0.1333 0.1157 0.2379
Si -0.4509 0.4197 -0.1314
Si 0.0406 0.1788 0.3937
Si -0.0309 0.0665 0.177
Si -0.0299 -0.0159 0.1929
Si -0.2374 -0.2215 0.3868
Si 0.0027 -0.0621 0.2582
O 0.0272 -0.0117 -0.0342
O 0.5333 -0.6169 -0.3995
O -0.012 0.0061 0.121
O -0.0033 -0.0037 0.1012
O 0.1813 -0.0296 -0.1326
O 0.0766 -0.1216 -0.097
O -0.0054 0.001 0.1167
O -0.0069 -0.004 0.1139
O 0.0561 -0.0431 -0.162
O 0.2714 -0.3151 -0.2129
O -0.0175 0.0177 -0.1827
O -0.0637 0.245 -0.3316
O -0.1212 0.0915 -0.2982
O -0.6118 0.1519 -1.355
O 0.011 0.0183 -0.3861
O 0.0965 -0.0765 -0.2088
O 0.0922 -0.0773 0.2162
O 0.0857 -0.0959 0.231
O 0.0734 -0.1011 0.2258
O -0.0835 0.0966 0.2269
O -0.0909 0.0754 0.2194
O 0.0919 -0.0762 0.2228
O -0.0914 0.0705 0.204
O -0.0877 0.1002 0.2206
Si -0.0012 -0.019 -0.345
Si 0.0268 -0.0286 0.2617
Si -0.0195 -0.0075 0.2313
Si -0.0219 0.0301 -0.3497
Si -0.0096 -0.045 0.3638
Si -0.0011 0.0061 0.1525
Si -0.068 0.0058 0.316
Si 0.0524 -0.0478 -0.2164
Si 0.0178 0.111 0.4429
Si 0.0207 0.0183 0.023
Si 0.0416 0.0133 0.0778
Si 0.0102 -0.0175 -0.083
Si 0.5881 0.2801 0.7769
Si -0.0371 0.0591 -0.1809
Si 0.2048 -0.2541 0.4143
Si -0.0235 -0.0189 0.0044
Si 0.0393 -0.0356 0.3146
Si 0.0137 -0.0198 -0.3236
Si -0.0126 -0.1234 0.4507
Si 0.013 -0.0185 0.0561
Si 0.0042 -0.0139 0.1183
Si -0.0299 0.0216 0.2279
Si 0.0132 -0.0169 0.0093
Si 0.1375 -0.0721 0.4575
Si 0.0371 -0.0404 0.3428
Si -0.0094 0.0067 -0.002
Si 0.0237 -0.0254 -0.1843
Si -0.0157 0.1931 0.3977
Si -0.0218 -0.0432 0.2945
Si -0.0036 0.0228 0.0558
Si 0.0087 -0.0358 0.2193
Si 0.0239 -0.0215 0.1888
Si -0.1156 0.0003 0.4041
Si 0.0149 0.0056 0.2145
Si 0.02 -0.0293 0.1793
Si -0.0153 -0.0021 -0.3169
Si -0.0143 0.0142 -0.0151
O 0.0445 0.1562 -0.1655
O 0.0035 -0.0005 -0.0668
O 0.0475 0.036 -0.1727
O -0.0301 0.008 -0.2009
O -0.0011 -0.0033 -0.0171
O -0.0634 0.0074 -0.1229
O 0.0028 -0.0163 0.0113
O 0.0093 0.0025 0.0119
O -0.0062 -0.0024 0.0534
O 0.0178 0.0061 -0.0543
O -0.0041 -0.0262 -0.1351
O -0.022 0.028 0.0347
O -0.0232 -0.056 -0.1327
O 0.0138 -0.014 0.0483
O 0.0057 0.005 -0.0632
O 0.0101 -0.0109 0.0931
O -0.0139 0.0003 -0.0278
O -0.0138 -0.0169 -0.0802
O 0.0024 0.005 -0.0677
O 0.0057 0.0127 0.1097
O -0.0321 0.0115 -0.1213
O -0.0034 -0.0048 -0.0009
O 0.0381 0.009 0.0435
O -0.0298 -0.0112 -0.1791
O 0.0035 -0.0065 0.1096
O 0.0045 -0.0253 -0.0551
O -0.0312 0.043 0.0762
O 0.0078 -0.0021 -0.0166
O 0.0706 -0.0058 -0.1234
O 0.0034 -0.0053 -0.0061
O -0.2487 0.249 -0.2453
O 0.0056 0.0028 0.0057
O 0.0061 0.0042 -0.101
O 0.0052 0.0026 -0.1605
O 0.077 -0.0001 -0.1786
O 0.0055 0.0052 0.0118
O -0.0143 -0.0819 -0.1231
O 0.0285 0.0479 -0.1275
O 0.0288 0.0344 -0.1349
O 0.0092 0.0168 -0.0593
O 0.0698 -0.0511 -0.3093
O 0.0486 -0.337 -0.3034
O 0.0023 0.0419 -0.2371
O -0.0062 -0.0088 -0.0324
O -0.0043 0.0291 -0.0637
O 0.0185 0.0199 -0.0725
O -0.0485 0.0517 -0.1739
O -0.0085 -0.0274 -0.0897
O 0.0563 -0.0335 -0.1453
O -0.0098 -0.0219 0.0405
O -0.0744 -0.042 0.1662
O -0.0814 0.0191 -0.2901
O 0.0017 0.0025 -0.0238
O 0.0096 0.0072 -0.0767
O -0.1601 0.031 -0.18
O 0.0405 0.0786 0.1618
O 0.0229 0.0491 -0.1186
O 0.0616 -0.0247 -0.1144
O 0.0199 -0.0038 -0.009
O 0.0327 -0.0407 -0.0897
O 0.0057 -0.0921 0.2104
O 0.0049 0.0031 0.0018
O 0.0268 0.0513 0.2273
O -0.06 0.0712 -0.2631
O -0.1833 -0.0259 -0.1814
O -0.0392 -0.0182 -0.0901

The program warned: the cutoff lies below the one the program advises for these potential files; the exchange-correlation potential is rough where the density is thin.
